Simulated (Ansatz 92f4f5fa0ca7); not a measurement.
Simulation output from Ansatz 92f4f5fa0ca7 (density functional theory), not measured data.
Periodic cell of 256 atoms, Si134O86H32N4, with a vacuum gap, from a study of silicon, its oxide and their interface. The atomic structure is a simulated model.

Settings: functional r2SCAN; potential files Ansatz PAW; basis plane waves; wave-function cutoff 800 eV; density cutoff ratio 5; exchange-correlation grid ratio 1; k mesh 1 x 1 x 1, shifted by 0.5 0.5 0 of a step; self-consistency stop 1e-11 eV per atom in the density residual; occupations fixed; spin none; net charge 0; applied field sawtooth along c, amplitude -0.015 V/angstrom in the program's sign convention, ramp centred at 0.9889 of c and 0.0223 of c wide, no dipole correction.

Cell vectors (angstrom)
a, 10.88, 0, 0
b, 0, 10.88, 0
c, 0, 0, 44.8817

Atoms and the computed forces on them: element, x, y, z (angstrom), force x, y, z (eV/angstrom)
Si, 0.2097, -0.0078, 31.2329, -0.0066, 0.0021, -0.016
Si, 2.5849, 2.8356, 31.2088, 0.0098, -0.0063, -0.0164
Si, 0.4091, 5.151, 31.2147, -0.0127, 0.0091, -0.0147
Si, 2.3097, 8.5133, 31.2157, 0.0062, -0.0097, -0.0249
Si, 5.7619, -0.1188, 31.1759, -0.0057, 0.0103, -0.0154
Si, 7.8339, 2.9709, 31.3662, 0.0067, -0.0043, -0.0188
Si, 5.7552, 5.3104, 31.1805, 0.0018, 0.0146, -0.0214
Si, 7.9348, 8.4781, 31.2053, 0.0038, -0.0161, -0.0214
Si, 1.4024, 1.4095, 32.6268, -0.0051, 0, -0.012
Si, 4.1324, 4.1189, 32.4376, 0.0007, 0.0002, -0.0131
Si, 1.3351, 6.8475, 32.5512, 0.0021, 0.0019, -0.0126
Si, 4.0728, 9.5823, 32.3927, -0.0013, -0.0067, -0.0082
Si, 6.752, 1.392, 32.6802, 0.0073, 0.0055, -0.0108
Si, 9.5637, 4.1116, 32.4869, -0.0047, -0.0034, -0.0083
Si, 6.837, 6.8737, 32.5417, 0.0003, -0.0026, -0.0186
Si, 9.5013, 9.642, 32.4884, 0.0047, 0.0063, -0.0067
Si, -0.0221, 2.7447, 33.9157, -0.0069, 0.0044, 0.0079
Si, 2.7681, 0.0121, 33.8878, 0.0117, 0.0069, 0.0138
Si, -0.0806, 8.1903, 33.8642, -0.0109, -0.0121, 0.0116
Si, 2.7617, 5.4752, 33.8407, -0.0008, 0.0009, 0.01
Si, 5.36, 2.7556, 33.9335, -0.0075, -0.0056, 0.0127
Si, 8.1795, 0.0473, 33.9456, 0.0002, -0.0015, 0.0117
Si, 5.3873, 8.1928, 33.8352, 0.0016, 0.0009, 0.0048
Si, 8.2107, 5.4913, 33.8722, 0.0045, 0.0084, 0.007
Si, 1.3709, 4.121, 35.2152, 0.0019, -0.003, 0.0174
Si, 4.0411, 1.3829, 35.2903, 0.0102, 0.0148, 0.021
Si, 1.3542, 9.5209, 35.191, -0.015, -0.0112, 0.036
Si, 4.0871, 6.8119, 35.2318, 0.0153, 0.0064, 0.0054
Si, 6.8136, 4.0975, 35.2064, 0.0295, 0.0119, 0.0211
Si, 9.5362, 1.3793, 35.2913, 0.0001, -0.0031, 0.0147
Si, 6.77, 9.5338, 35.2233, 0.0007, -0.0047, 0.0096
Si, 9.5016, 6.8391, 35.2763, -0.0093, -0.0051, 0.0102
Si, 0.011, -0.0129, 36.6006, -0.0117, 0.0029, 0.1963
Si, 2.6726, 2.7297, 36.6201, -0.0186, 0.0169, 0.1854
Si, 0.0106, 5.4665, 36.5896, -0.0266, 0.0201, 0.1684
Si, 2.695, 8.1598, 36.5619, 0.0425, -0.0244, 0.1884
Si, 5.4239, 0.0156, 36.5979, 0.0304, -0.0434, 0.1745
Si, 8.1466, 2.7283, 36.5982, -0.0274, 0.0337, 0.1796
Si, 5.4433, 5.432, 36.5815, -0.0502, 0.0087, 0.1881
Si, 8.1133, 8.1684, 36.6177, 0.0069, 0.0105, 0.1679
Si, 1.3366, 1.3471, 37.9793, 0.0045, 0.0525, 0.3333
Si, 4.0732, 4.0677, 37.9525, -0.0162, 0.0928, 0.2055
Si, 1.3582, 6.8204, 37.9521, -0.0341, -0.0892, 0.3205
Si, 4.0566, 9.5075, 37.9213, 0.0087, 0.0637, 0.2957
Si, 6.7907, 1.355, 37.9549, -0.014, 0.0512, 0.3249
Si, 9.5244, 4.0814, 37.9283, -0.034, 0.0603, 0.3163
Si, 6.7807, 6.7682, 37.9652, -0.01, 0.1578, 0.3448
Si, 9.5105, 9.52, 37.9602, -0.1218, -0.0611, 0.2183
Si, -0.0385, 2.7102, 6.9343, 0.0401, 0.0262, -0.3149
Si, 2.7002, -0.0434, 6.9267, 0.0354, -0.0416, -0.3287
Si, -0.0198, 8.1453, 6.9505, 0.0272, -0.0518, -0.1951
Si, 2.7116, 5.4476, 6.9145, -0.093, -0.0295, -0.3483
Si, 5.441, 2.7051, 6.9445, 0.084, -0.0909, -0.2286
Si, 8.1198, -0.0297, 6.9391, -0.0591, -0.0646, -0.2615
Si, 5.3887, 8.1239, 6.9022, 0.1038, -0.0246, -0.4055
Si, 8.1619, 5.3981, 6.9282, 0.0642, -0.0834, -0.3053
Si, 1.3247, 4.1108, 8.2516, -0.0143, 0.0067, -0.1716
Si, 4.0959, 1.2844, 8.2538, 0.0041, 0.0069, -0.1623
Si, 1.3596, 9.4768, 8.3233, 0.0083, -0.0032, -0.1703
Si, 4.0723, 6.7704, 8.3026, 0.0164, -0.0173, -0.1908
Si, 6.8127, 4.0586, 8.3224, -0.0078, -0.0004, -0.1842
Si, 9.4467, 1.3657, 8.2801, 0.0201, -0.0162, -0.1893
Si, 6.779, 9.4073, 8.2654, 0.0252, 0.0005, -0.1775
Si, 9.4978, 6.7587, 8.2895, 0.0025, 0.0057, -0.1793
Si, -0.0803, -0.021, 9.5718, -0.0072, -0.0105, -0.0039
Si, 2.7604, 2.7522, 9.4865, 0.0038, -0.0024, -0.0031
Si, -0.0564, 5.4204, 9.6819, 0.0139, -0.0043, -0.0195
Si, 2.7015, 8.0589, 9.707, -0.0006, 0.021, -0.0307
Si, 5.4156, -0.1527, 9.6088, -0.0214, -0.0049, -0.0194
Si, 8.1161, 2.6828, 9.7344, 0.0023, 0.0053, -0.0241
Si, 5.5182, 5.4956, 9.668, -0.0224, -0.018, -0.0233
Si, 8.0851, 8.0127, 9.6756, -0.0049, 0.0034, -0.0237
Si, 1.2956, 1.4716, 10.7278, 0.0154, -0.0058, -0.0115
Si, 4.1698, 4.0562, 10.8483, -0.0111, -0.0079, -0.0056
Si, 1.306, 6.7227, 11.0937, -0.0063, -0.0117, -0.0109
Si, 4.1274, 9.358, 11.0449, -0.0023, 0.016, -0.0114
Si, 6.7471, 1.1758, 10.9706, -0.009, -0.0075, -0.0126
Si, 9.4271, 4.1441, 11.1037, 0.018, -0.0079, -0.0138
Si, 6.8276, 6.7054, 11.2833, 0.004, 0.0116, 0.0023
Si, 9.4424, 9.4156, 10.9015, 0.0081, 0.0038, -0.005
Si, 0.0078, 2.7673, 12.2299, -0.0005, -0.0053, 0.0109
Si, 2.5769, -0.0199, 11.8905, -0.0094, 0.0034, 0.0226
Si, -0.175, 8.1126, 12.3641, -0.0027, 0.0107, 0.0237
Si, 2.7793, 5.2649, 12.2693, 0.0057, -0.0016, 0.0228
Si, 5.4012, 2.6067, 12.2178, -0.0068, 0.0014, 0.0059
Si, 8.1272, -0.196, 12.3512, 0.0053, 0.0004, 0.0174
Si, 5.4838, 8.1275, 12.6866, -0.003, -0.0098, 0.0105
Si, 8.1298, 5.252, 12.8285, -0.0056, 0.0006, 0.017
Si, 1.7014, 3.6406, 13.6145, -0.0021, -0.0019, -0.0311
Si, 3.6974, 1.3656, 13.3184, -0.0052, -0.0116, -0.0207
Si, 1.0214, 9.8855, 13.2885, 0.0032, -0.0021, -0.0167
Si, 4.2306, 6.3756, 13.7216, -0.0023, 0.0023, -0.0368
Si, 7.1271, 3.092, 13.8376, -0.0005, 0.0081, -0.031
Si, 9.6463, 1.2048, 13.3884, 0.003, 0.002, -0.0136
Si, 7.1004, 9.3738, 14.1173, -0.0008, -0.0049, -0.0417
Si, 9.3293, 7.0594, 14.003, -0.0031, 0.0004, -0.0445
Si, -6.59, -1.3655, 19.1799, 0.0026, 0.0051, -0.0581
Si, 0.3729, 6.9433, 16.5724, 0.0058, 0.0008, -0.0446
Si, 5.6513, 0.9206, 15.5175, -0.0031, 0.0061, -0.04
Si, -2.0044, 7.7032, 18.459, 0.0002, 0.003, -0.0549
Si, 13.0881, 4.5032, 16.4693, 0.0029, 0.0049, -0.0448
Si, -5.0196, 2.261, 21.8509, -0.0027, 0, -0.0431
Si, 5.2927, 4.2208, 15.6605, -0.0016, -0.0076, -0.0379
Si, 9.617, -4.1873, 21.1344, -0.0075, -0.0009, -0.0603
Si, 6.4464, 6.2802, 17.497, 0.0005, -0.0044, -0.0494
Si, -2.1316, 1.9238, 21.3745, 0.0128, 0.0086, -0.0794
Si, 6.7898, 6.9044, 22.0333, -0.0018, -0.0055, -0.053
Si, 14.3203, 0.3437, 21.4882, 0.0025, -0.0072, -0.0625
Si, 4.6907, 4.963, 22.1647, 0.0083, 0.0147, -0.0504
Si, -6.1183, 6.7103, 19.8741, -0.001, 0.0079, -0.0615
Si, 1.1682, 1.2335, 15.1748, 0.0056, -0.0026, -0.0522
Si, -2.9741, 9.2757, 23.6446, -0.009, -0.004, -0.0504
Si, 1.0592, 1.6861, 25.2941, 0.0023, -0.0012, -0.04
Si, 14.2657, -0.154, 16.8816, -0.0016, 0.0063, -0.0549
Si, 0.6301, 12.336, 20.3294, 0.002, 0.0068, -0.0487
Si, 2.8009, 8.023, 28.2397, -0.0052, 0.005, -0.0407
Si, -0.5675, 3.9463, 19.9809, 0.0088, -0.0027, -0.0518
Si, -0.1849, -2.5223, 23.4541, -0.0049, -0.0079, -0.0515
Si, -1.5799, 1.0213, 26.2368, -0.004, -0.0037, -0.0654
Si, 2.7077, 8.3732, 15.4266, -0.0024, -0.0037, -0.0493
Si, 6.6636, 9.2196, 17.1163, -0.0018, 0.0105, -0.0499
Si, 0.4751, 2.547, 17.678, 0.0147, 0, -0.064
Si, -8.7208, 10.2169, 24.0096, 0.0065, -0.0013, -0.0607
Si, 12.7184, 5.5028, 26.9129, 0.0091, -0.0043, -0.0432
Si, -0.6049, 4.8836, 28.4812, 0.0011, -0.002, -0.0518
Si, -1.3191, 1.8505, 29.1745, -0.0041, -0.0004, -0.0492
Si, -1.4968, 8.7969, 25.9568, -0.0021, 0.0038, -0.059
Si, 5.4676, -4.2789, 28.2873, 0.0003, -0.0019, -0.0431
Si, 4.3081, 1.5462, 28.9061, 0.0031, 0.0017, -0.05
Si, -3.331, 1.3586, 23.8949, -0.0024, 0.0088, -0.0546
Si, 3.0205, 4.0802, 24.7058, 0.0045, -0.0005, -0.0574
Si, 4.3819, 4.0705, 27.2639, -0.009, -0.0008, -0.0454
Si, -8.148, 10.728, 26.9055, -0.0124, -0.0003, -0.0557
Si, 8.4349, 7.2047, 28.4081, 0.006, 0.0091, -0.0548
O, -5.9655, 2.8962, 28.2355, 0.0014, -0.0121, 0.0278
O, -2.9537, 1.3945, 25.4597, 0.0131, -0.0043, 0.0341
O, -2.2387, -3.1309, 29.9195, -0.004, 0.0135, 0.041
O, -0.2794, 11.7237, 29.9097, 0.0115, -0.0115, 0.0339
O, 1.4977, 3.9904, 30.8153, 0.0049, -0.0026, 0.0147
O, 0.0078, 5.7142, 29.7354, 0.006, 0.0033, 0.0325
O, 1.2472, 9.688, 30.7705, -0.0002, 0.0048, 0.0098
O, 2.6777, 7.7644, 29.8227, -0.0029, 0.0026, 0.0446
O, 5.3393, 0.7324, 29.8435, 0.0136, -0.0147, 0.0363
O, 1.6706, 1.0564, 26.6718, 0.0088, -0.005, 0.0255
O, -0.4629, 2.0505, 25.6636, -0.0035, -0.0004, 0.0152
O, 8.2704, 2.033, 30.1098, -0.0102, 0.0045, 0.0259
O, 5.2631, 6.0673, 29.813, 0.0007, -0.0131, 0.04
O, 6.8235, 9.5922, 30.6915, -0.0032, 0.0056, 0.0227
O, 6.8748, 7.3313, 28.06, -0.0004, -0.0017, 0.0104
N, 2.3858, 2.1383, 14.2385, 0.001, 0.0098, 0.0155
N, 0.1148, 11.1554, 14.1756, -0.0059, 0.0033, 0.0215
O, -2.7345, 9.0137, 17.8091, 0.0087, -0.007, 0.0194
O, 5.1451, 5.102, 14.2694, 0.0031, -0.0074, 0.0278
O, 1.4614, 4.438, 15.0225, -0.0015, 0.0055, 0.0346
N, 6.0553, 2.6773, 15.2598, -0.0029, 0.0036, 0.0208
O, 7.8869, -4.4557, 18.2261, 0.0067, 0.0018, 0.0244
O, 8.4342, 2.1126, 14.1526, -0.0028, 0.0033, 0.0091
O, 4.7428, 0.4712, 14.2387, 0.0136, -0.0082, 0.0237
O, 5.6833, 9.7002, 18.3421, -0.0142, 0.0002, 0.0302
O, 8.2289, 8.2052, 14.5181, 0.0004, 0.0004, 0.0078
O, 10.296, 6.6244, 15.2718, 0.007, -0.002, 0.0255
O, 6.1885, 18.5745, 16.7081, 0.0008, -0.0039, 0.0219
O, 3.8299, 4.3673, 16.3499, -0.0073, 0.0016, 0.0267
O, 2.2418, -1.7055, 14.1257, 0.0076, -0.0107, 0.022
O, 3.782, 9.2993, 16.1954, 0.0029, 0.0087, 0.0187
O, -6.4585, 1.6163, 21.5318, 0.004, 0.0053, 0.0182
O, 3.1358, -0.5113, 18.4248, 0.0057, -0.0068, 0.0406
O, 3.4009, 6.9695, 15.023, -0.0074, 0.0071, 0.0223
O, -0.8678, 0.9897, 20.8644, -0.012, -0.002, 0.0185
O, 1.4143, 5.7894, 17.0735, -0.004, -0.0011, 0.0103
O, -5.6034, 5.9317, 18.5614, -0.0112, 0.0025, 0.0353
O, -4.7872, 7.2738, 20.6169, 0.0122, -0.0009, 0.0342
O, -0.4945, 5.5089, 20.3323, -0.0026, 0.0075, 0.0221
O, -3.8833, 8.2767, 22.8112, 0.0065, 0.0153, 0.0281
O, -1.4309, -1.5196, 23.1008, -0.0006, 0.0014, 0.015
O, 4.6096, 0.9154, 16.7688, -0.0076, -0.0039, 0.0151
O, 12.2413, -2.6968, 16.2812, -0.0086, -0.0049, 0.0217
O, 11.5108, 1.2931, 18.7016, 0.0006, -0.0055, 0.0404
N, -4.2202, -0.6091, 15.6644, -0.0008, -0.0058, 0.0296
O, 1.9334, 0.7265, 20.9586, 0.0128, -0.0055, 0.0205
O, 10.3065, 3.6038, 18.3712, -0.011, 0.008, 0.0347
O, 6.43, 5.0236, 16.4956, 0.0042, 0.014, 0.0256
O, 15.1649, -0.7462, 20.654, -0.0065, 0.0174, 0.0443
O, 14.7625, -2.9239, 19.3414, -0.0005, -0.0053, 0.0174
O, 1.8987, 13.7958, 24.6842, -0.0023, -0.0008, 0.017
O, -9.5666, 8.9651, 23.4257, 0.0023, 0.0038, 0.0206
O, -2.6551, 6.1839, 21.8067, -0.0067, 0.0015, 0.0238
O, -6.9074, 5.7553, 20.9246, -0.0022, -0.0137, 0.0367
O, 2.0338, 0.3393, 16.1942, 0.0077, -0.0021, 0.0222
O, 1.0855, 0.5378, 24.1589, -0.0021, 0.0086, 0.0274
O, -8.9792, 14.1687, 17.4949, -0.0087, -0.0079, 0.0241
O, -3.6505, 10.7102, 23.4981, 0.0026, -0.0003, 0.0202
O, -0.5933, 7.3909, 17.7633, -0.0153, 0.004, 0.0288
O, 6.8389, 4.1394, 30.7699, -0.0032, -0.003, 0.0114
O, 10.1483, 3.3272, 28.8815, 0.0012, -0.0032, 0.0185
O, 3.6116, 4.4104, 23.2378, -0.0166, -0.008, 0.0394
O, 8.975, 3.3746, 20.6943, -0.01, -0.0086, 0.0275
O, 11.5622, -7.8022, 20.6004, 0.0007, -0.0002, 0.0229
O, 5.7487, 16.8602, 22.8664, -0.003, -0.0027, 0.0192
O, 5.6157, 14.694, 21.4965, -0.0012, -0.0009, 0.0091
O, -6.915, 0.5704, 27.6571, 0.0106, 0.0099, 0.0291
O, -1.8278, 1.2039, 27.8034, 0.004, 0.008, 0.0402
O, -2.0789, -8.9688, 23.003, -0.0052, -0.0052, 0.0226
O, -10.7489, 2.075, 16.1464, -0.0051, 0.0084, 0.0343
O, 7.1511, 12.4954, 21.0497, -0.0029, 0.0005, 0.0178
O, 2.3123, -1.3583, 27.8912, 0.0034, -0.0103, 0.0188
O, 2.2783, 5.3826, 25.3505, -0.005, 0.0061, 0.0283
O, 3.0657, 2.0178, 29.8582, -0.0121, 0.0068, 0.0344
O, 4.2096, 3.6056, 25.7151, 0.0075, 0.0017, 0.0326
O, -1.0715, -0.5114, 26.0267, 0.0015, 0.0055, 0.0139
O, -0.4495, 18.8365, 25.0217, -0.0039, 0.002, 0.031
O, -7.5774, 10.602, 22.9608, -0.0099, -0.0058, 0.0363
O, 5.4077, -5.5672, 27.3117, 0.0041, 0.0074, 0.0177
O, 2.9139, 4.6056, 27.761, 0.002, -0.0001, 0.0218
O, 1.862, -3.845, 27.3872, 0.0018, 0.0064, 0.0195
O, 2.9327, -0.8419, 25.438, 0.0054, 0.0012, 0.0385
O, 11.2268, 4.9531, 27.1769, -0.0107, -0.0014, 0.0244
O, -2.9296, 8.7712, 25.1908, 0.0074, -0.0018, 0.0293
O, 6.2206, 2.1722, 23.4492, 0.006, -0.0041, 0.0208
O, -0.2744, -3.6837, 22.3251, 0.0105, 0.0164, 0.0379
O, -1.6624, -3.0354, 20.0473, 0.0061, -0.0069, 0.0436
O, 4.3485, -3.1801, 27.8877, 0.0008, -0.0015, 0.0161
O, 9.2969, 8.1437, 27.415, -0.0078, -0.0135, 0.0365
O, -2.0086, 5.649, 28.2053, 0.0014, -0.0023, 0.0167
H, 0.5112, 2.1653, 38.9118, 0.2682, -0.3569, -0.243
H, 2.1503, 0.5173, 38.9118, -0.2394, 0.3487, -0.2582
H, 3.2569, 4.895, 38.885, 0.3102, -0.2487, -0.2596
H, 4.8965, 3.2474, 38.885, -0.304, 0.3069, -0.2801
H, 0.5204, 7.6259, 38.8845, 0.3483, -0.276, -0.2681
H, 2.1741, 5.9928, 38.8845, -0.2436, 0.3078, -0.2694
H, 3.2264, 10.3209, 38.8537, 0.3099, -0.3021, -0.2647
H, 4.8626, 8.6703, 38.8537, -0.267, 0.2838, -0.2872
H, 5.969, 2.1769, 38.8874, 0.3128, -0.3125, -0.2511
H, 7.5955, 0.5166, 38.8874, -0.2608, 0.3404, -0.2776
H, 10.3295, 3.2433, 38.8608, -0.2763, 0.3334, -0.2861
H, 8.6887, 4.8891, 38.8608, 0.3689, -0.2565, -0.2515
H, 7.6058, 5.9497, 38.8976, -0.2997, 0.3062, -0.2695
H, 5.9481, 7.5791, 38.8976, 0.2767, -0.2955, -0.2325
H, 8.6707, 10.3234, 38.8926, 0.3774, -0.2331, -0.2598
H, 10.3247, 8.6907, 38.8926, -0.3217, 0.2933, -0.2714
H, 0.7869, 1.8921, 6.0018, -0.2671, 0.2393, 0.2971
H, -0.8436, 3.5484, 6.0018, 0.3338, -0.3943, 0.2459
H, 3.5303, -0.8568, 5.9943, -0.396, 0.2828, 0.253
H, 1.8865, 0.7864, 5.9943, 0.2056, -0.296, 0.3041
H, -0.834, 8.9745, 6.0181, 0.3125, -0.2565, 0.2944
H, 0.818, 7.3398, 6.0181, -0.3621, 0.2375, 0.2654
H, 3.5279, 4.6203, 5.982, -0.3232, 0.2258, 0.2643
H, 1.8957, 6.2752, 5.982, 0.4267, -0.185, 0.2301
H, 6.2627, 1.8832, 6.0121, -0.2256, 0.4172, 0.2302
H, 4.6176, 3.5253, 6.0121, 0.2382, -0.2864, 0.313
H, 8.9596, -0.8331, 6.0066, -0.2417, 0.3426, 0.2594
H, 7.315, 0.8088, 6.0066, 0.1625, -0.4554, 0.2428
H, 6.2213, 7.313, 5.9698, -0.353, 0.1558, 0.2399
H, 4.5826, 8.9611, 5.9698, 0.3185, -0.3405, 0.2659
H, 7.3368, 6.2166, 5.9957, 0.2094, -0.2562, 0.3142
H, 8.9976, 4.5905, 5.9957, -0.3884, 0.3531, 0.2299

Results
free energy: -136807.340 eV
free energy less fixed offsets of H -15.71, N -386.36, O -570.45, Si -639.56 eV per atom: 0.560 eV

The program warned: the cutoff lies below the one the program advises for these potential files; the forces do not sum to zero within the program's tolerance; empty levels may hold ghost states of the PAW files; the exchange-correlation potential is rough where the density is thin.
